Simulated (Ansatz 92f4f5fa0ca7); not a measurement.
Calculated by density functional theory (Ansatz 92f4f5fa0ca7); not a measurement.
Periodic cell of 256 atoms, Si144O112, from a study of silicon, its oxide and their interface. The atomic structure is a simulated model.

Settings
functional: r2SCAN
potential files: Ansatz PAW
basis: plane waves
wave-function cutoff: 800 eV
density cutoff ratio: 5
exchange-correlation grid ratio: 1
k mesh: 1 x 1 x 1, shifted by 0.5 0.5 0 of a step
self-consistency stop: 1e-10 eV per atom in the density residual
occupations: fixed
spin: none
net charge: 0

Cell vectors (angstrom)
a	10.88	0	0
b	0	10.88	0
c	5.3059	4.7917	37.9157

Atoms: element, x, y, z (angstrom)
Si	1.6577	-1.5896	0.1415
Si	4.3446	1.0792	0.0977
Si	1.1479	4.3568	0.0069
Si	3.8165	-3.8071	0.0921
Si	-4.3546	-1.1308	0.0776
Si	-1.6284	1.6525	0.0344
Si	7.0017	3.8208	-0.0146
Si	-1.107	-4.3638	0.0318
Si	2.7908	-0.0372	1.4539
Si	5.4747	2.6885	1.3664
Si	2.6843	-5.4011	1.3797
Si	5.3991	-2.6865	1.4143
Si	-2.7447	0.0351	1.3356
Si	-0.0123	2.7699	1.3271
Si	8.1699	5.3889	1.3254
Si	0.0185	-2.7575	1.3451
Si	1.3564	1.3737	2.6674
Si	4.0812	4.0796	2.6673
Si	1.3446	-4.0743	2.7837
Si	4.0995	-1.3676	2.8536
Si	6.8117	1.3577	2.7741
Si	9.5183	4.0798	2.7548
Si	6.8102	6.7872	2.6629
Si	-1.3601	-1.3571	2.6515
Si	0.0019	0.0002	4.0329
Si	2.7201	2.7235	4.0419
Si	-0.0143	5.4411	4.1174
Si	2.7085	-2.7299	4.1471
Si	5.4616	0.0118	4.1498
Si	8.1707	2.7197	4.1154
Si	5.4463	5.4346	4.0403
Si	8.166	-2.7218	4.0316
Si	1.3438	-1.3943	10.8342
Si	4.1154	1.354	10.8557
Si	1.3479	4.0872	10.8823
Si	4.0827	-4.0661	10.8869
Si	6.8107	-1.3308	10.9409
Si	-1.3931	1.337	10.9089
Si	6.8125	4.0653	10.8411
Si	-1.3602	6.8309	10.8651
Si	2.7402	-0.0556	12.1345
Si	5.5068	2.686	12.2214
Si	2.7119	5.4571	12.2293
Si	5.4392	-2.7071	12.2721
Si	-2.7189	0.0084	12.368
Si	-0.0218	2.7074	12.2208
Si	8.1283	5.4768	12.176
Si	-0.0218	-2.6911	12.2528
Si	1.3861	1.2982	13.4589
Si	4.1308	4.0963	13.4948
Si	1.3505	-4.0677	13.5851
Si	4.0371	-1.3791	13.5993
Si	-4.0915	1.3543	13.7521
Si	-1.4017	4.1064	13.5067
Si	6.7989	-4.0602	13.6209
Si	-1.3423	-1.3542	13.7364
Si	0.354	-0.1981	14.9295
Si	2.979	2.4648	14.6648
Si	-0.246	-5.2414	14.8217
Si	2.4742	-2.5163	14.9458
Si	5.0891	0.1903	14.9744
Si	-2.9887	3.1185	14.9004
Si	5.5943	5.2728	14.9083
Si	-2.4734	-3.0262	15.0026
Si	2.7805	-1.1824	-6.2057
Si	-2.488	4.7436	-10.4034
Si	6.131	-1.4802	-9.126
Si	4.7082	-1.8392	22.2408
Si	5.8742	-0.4918	-6.1184
Si	-1.1189	-2.2895	24.282
Si	1.6458	0.5119	-8.6004
Si	1.1394	-4.6427	20.7426
Si	-2.6081	4.0743	19.9773
Si	-2.1856	2.7444	22.6567
Si	3.7188	-4.4208	17.14
Si	3.9436	-0.1271	19.9662
Si	-1.992	-3.9457	20.3662
Si	1.1154	0.7926	20.2131
Si	-0.5671	0.2937	17.7663
Si	-2.1262	-3.1728	-9.5823
Si	6.0437	-0.0193	17.8107
Si	3.6046	-2.692	24.9949
Si	0.9256	-4.1635	24.8584
Si	2.5634	2.511	-2.118
Si	7.8744	-4.3555	-7.0123
Si	3.5383	2.6793	-8.6727
Si	5.0187	-0.2343	-11.6992
Si	8.0919	2.2571	17.7197
Si	3.4858	-3.0208	19.7671
Si	2.525	4.9343	23.2084
Si	7.8331	-3.0516	-2.0958
Si	-2.5884	-2.086	-4.9617
Si	0.8418	-2.15	-10.016
Si	-2.6297	-2.0338	17.909
Si	5.6687	2.4404	-6.5417
Si	5.3286	4.406	-10.6376
Si	1.5583	4.2058	16.8838
Si	2.2833	-3.8436	-7.6995
Si	-0.1083	2.1186	-6.6147
Si	5.3337	-5.1544	24.1206
Si	0.3347	0.3343	-2.0325
Si	-2.5629	3.7058	-7.5084
Si	-0.4464	0.366	22.7088
Si	7.3898	3.6705	25.3564
Si	0.4735	2.9552	23.7638
Si	5.1009	-4.2079	-8.6597
Si	4.065	4.0682	-4.4171
Si	0.02	-0.4752	-4.893
Si	0.4586	3.5955	19.5348
Si	1.9112	4.4163	-6.6386
Si	5.5728	-5.2211	-2.1512
Si	7.2941	-3.1377	22.9072
Si	1.3424	-1.3408	5.4505
Si	4.0658	1.3803	5.4489
Si	1.369	4.0674	5.4286
Si	4.0962	6.7755	5.4422
Si	6.8261	-1.3803	5.442
Si	-1.3386	1.3469	5.433
Si	6.7929	4.0921	5.4407
Si	9.5025	6.8148	5.4428
Si	2.7114	0.0137	6.8134
Si	5.4324	2.7336	6.8051
Si	2.7263	5.4207	6.7892
Si	5.4521	-2.7335	6.797
Si	-2.7016	-0.0092	6.7875
Si	0.0169	2.7108	6.7957
Si	8.1476	5.4535	6.8111
Si	-0.0153	-2.7091	6.8052
Si	1.3541	1.3647	8.1857
Si	4.0709	4.0823	8.1695
Si	1.3626	6.7877	8.1338
Si	4.0919	-1.3622	8.1505
Si	6.8111	1.3541	8.1356
Si	-1.351	4.0766	8.1463
Si	6.795	-4.0716	8.1877
Si	-1.3703	-1.3531	8.1699
Si	-0.0193	-0.0005	9.5321
Si	2.7231	2.724	9.537
Si	-0.0032	5.4488	9.5123
Si	2.7234	-2.7375	9.4918
Si	5.4686	-0.0058	9.5115
Si	8.1734	2.7046	9.5019
Si	5.4276	5.4371	9.528
Si	8.1474	-2.6901	9.5422
O	7.8082	-2.6511	16.4752
O	3.4228	-1.4896	19.2693
O	4.3296	-0.917	-5.744
O	-1.6179	2.5711	-6.9005
O	1.392	1.4673	-2.4824
O	-1.3352	-4.1456	15.3361
O	8.1338	2.7327	-0.5065
O	6.7128	4.1679	15.3374
O	3.0652	-3.1962	16.3025
O	5.1547	-4.9798	-10.0665
O	-0.2243	-0.4367	-3.3092
O	4.5327	-0.4495	21.4367
O	7.5551	-2.0698	-9.6545
O	2.2621	3.178	15.9049
O	7.1474	-1.884	-1.2163
O	-1.5555	1.4313	18.3647
O	4.4748	-4.5011	-1.2148
O	3.4183	-0.3945	-11.9602
O	0.0192	5.4406	-0.5009
O	4.9644	-5.005	16.2879
O	-0.9196	1.0028	-1.2723
O	1.8786	3.4465	23.0904
O	3.6568	1.7691	-1.1961
O	2.9477	4.6765	-5.4139
O	1.4067	-1.3638	15.4154
O	7.5049	3.3518	18.7509
O	-0.0674	0.6395	16.2669
O	6.2684	-0.8148	-7.6611
O	6.3896	-4.4843	-7.6988
O	7.934	3.3321	21.3658
O	4.491	3.3749	-9.7426
O	1.527	-2.2059	-11.4849
O	1.9053	3.7565	-1.3101
O	0.3415	4.981	16.1792
O	6.964	-1.1894	-5.1565
O	-2.5085	-4.5112	-10.4195
O	0.4685	-0.0457	21.429
O	-0.9068	-1.0095	23.3515
O	-2.2383	2.8366	16.3191
O	-1.3614	-1.0911	17.6279
O	4.1956	-3.8993	18.5998
O	4.0213	1.3832	15.3066
O	6.8066	3.1261	-7.4625
O	6.9089	4.1339	-10.5806
O	-0.7771	3.545	22.8824
O	6.2493	-1.9379	22.6774
O	-1.8363	-3.7291	-1.2702
O	2.6617	1.5097	-9.3772
O	7.9325	-3.4785	-5.682
O	2.6304	5.2968	17.3818
O	4.5998	-3.9815	24.9846
O	2.0325	-3.0277	25.1018
O	-1.7967	1.1995	22.3433
O	2.7277	-2.6952	-0.4355
O	6.9743	-1.1854	18.4441
O	1.9037	-4.879	22.1499
O	-2.1478	-3.0892	19.0112
O	1.3564	4.8196	20.0221
O	4.1464	4.9588	23.2819
O	2.5149	-0.23	-7.4685
O	-1.1796	-1.4265	-5.4828
O	6.9068	1.2494	17.3405
O	3.7	-4.587	-7.9739
O	7.7768	2.9024	23.9766
O	-0.1036	-3.4722	23.8033
O	4.4419	2.0366	-7.5018
O	0.6494	0.164	18.8015
O	1.9578	-3.5009	19.9604
O	-2.621	-3.1797	21.6223
O	3.8205	-1.8915	23.5939
O	-1.0639	4.0349	19.5609
O	1.0433	-0.7694	-1.1067
O	1.5699	-0.9205	-5.1425
O	5.4823	1.3067	-11.9553
O	5.3793	-0.5332	16.4199
O	-2.5252	5.0441	-6.6034
O	6.7315	-4.1589	-2.5095
O	-2.4086	-2.3883	-3.3961
O	7.9513	-5.2461	20.1347
O	0.4907	1.4227	-7.9401
O	1.8894	-5.4204	24.5796
O	5.2112	3.4152	-5.3405
O	0.4191	1.3322	23.7011
O	4.7828	4.2714	-12.1353
O	1.3342	-5.013	-7.0915
O	6.431	-4.4952	23.1168
O	0.9717	-0.6059	-9.5339
O	0.9588	3.2742	18.0458
O	-0.4324	-4.2505	20.7225
O	0.7434	3.4135	-6.1441
O	-1.4667	4.2785	-11.581
O	3.3087	3.0071	-3.4511
O	5.4336	-0.0225	-0.4519
O	2.5659	3.7402	-7.9511
O	4.2921	-3.0332	21.1863
O	6.1374	1.073	-5.8503
O	-1.9799	-3.6459	-8.0429
O	0.2192	3.4637	25.2818
O	5.0269	0.4935	18.9492
O	5.0298	-2.6443	-8.9876
O	-2.0216	4.126	-8.9782
O	-0.1469	1.0248	-5.4447
O	0.6063	2.2983	20.4522
O	2.6014	-2.7277	-6.5927
O	6.2537	4.4224	-1.3396
O	1.6091	-3.1628	-9.0046
O	6.1725	4.7151	25.0651
O	-0.7286	-2.5461	-10.0896
O	-2.6456	-2.8191	24.1826
O	4.8109	5.1611	-3.4809
O	2.7175	0.8751	20.1882
O	5.4801	-0.456	-10.1715

Results
free energy: -155994.185 eV
free energy less fixed offsets of O -570.45, Si -639.56 eV per atom: -7.145 eV

Forces (eV/angstrom), in the order of the atoms: element, x, y, z
Si	-0.001	-0.0133	0.1712
Si	0.0102	-0.0127	0.1693
Si	-0.0307	0.0018	0.1942
Si	-0.0037	0.0061	0.1819
Si	-0.0033	0.016	0.1652
Si	-0.0053	0.0134	0.1855
Si	0.0246	-0.0074	0.1895
Si	-0.0023	-0.0008	0.1867
Si	-0.0169	-0.0174	0.019
Si	0.0096	-0.0074	0.004
Si	-0.0058	0.0052	0.007
Si	0.0094	0.0081	0.0163
Si	-0.0091	0.0106	0.02
Si	-0.0183	-0.0184	0.0152
Si	0.0136	0.0107	0.0054
Si	0.0128	-0.0094	0.0159
Si	0.008	-0.0133	0.0285
Si	-0.0004	-0.0021	0.0099
Si	0.0004	0.0008	0.058
Si	-0.0138	0.0075	0.0484
Si	-0.0061	0.0123	0.0626
Si	-0.0061	0.0059	0.0343
Si	-0.0021	0.0023	0.0267
Si	0.0056	-0.0006	0.0106
Si	0.0013	0.0081	-0.0095
Si	-0.0074	0.005	-0.0237
Si	-0.0059	0.0043	-0.0215
Si	0.0053	0.0123	-0.015
Si	-0.0094	-0.011	-0.0156
Si	0.0126	-0.0023	-0.0183
Si	-0.0038	0.0027	-0.0192
Si	-0.0147	0.0024	-0.015
Si	0.004	0.0261	0.0142
Si	-0.0235	-0.0112	0.006
Si	0.0047	-0.0022	0.0041
Si	0.0146	-0.0077	0.0133
Si	0.0006	-0.0083	0.019
Si	0.0181	-0.0045	0.0192
Si	0.0109	0.0006	0.0185
Si	-0.0196	0.0084	0.0062
Si	0.0127	0.0116	-0.0607
Si	-0.0219	0.0074	-0.0357
Si	-0.006	-0.0092	-0.037
Si	-0.0097	0.0027	-0.0127
Si	-0.0018	0.0013	0.001
Si	0.0043	0.009	-0.0309
Si	0.0139	-0.0036	-0.061
Si	0.0049	-0.0248	-0.0531
Si	0.0098	0.0041	-0.0121
Si	-0.0156	-0.021	-0.0076
Si	-0.0256	0.0056	0.0078
Si	-0.0086	0.0056	0.0019
Si	-0.0033	0.0125	0.0393
Si	-0.0035	0.0025	0.0004
Si	0.0024	-0.0037	0.0031
Si	0.0106	-0.0169	0.0283
Si	-0.0183	-0.0758	-0.2032
Si	0.0543	-0.0131	-0.1623
Si	0.0025	0.0486	-0.2074
Si	-0.0093	-0.0018	-0.2195
Si	0.026	0.0584	-0.2205
Si	-0.0681	-0.0338	-0.2108
Si	0.0287	-0.0223	-0.2107
Si	0.0486	0.0036	-0.2109
Si	-0.0432	0.0182	0.1481
Si	-0.0017	-0.0069	0.0983
Si	-0.0081	0.0024	0.1606
Si	-0.0335	0.0083	-0.2422
Si	0.0456	-0.0044	0.1582
Si	0.0041	-0.0014	-0.0761
Si	0.0265	0.0414	0.1833
Si	-0.0184	-0.0202	-0.1975
Si	0.0358	-0.0303	-0.217
Si	0.0226	0.015	-0.1795
Si	-0.003	-0.0199	-0.2659
Si	0.0023	-0.0228	-0.2155
Si	0.0045	-0.0131	-0.2316
Si	0.0209	0.0149	-0.2247
Si	-0.0169	0.0171	-0.2095
Si	-0.0364	-0.0279	0.1397
Si	-0.0067	-0.0332	-0.2354
Si	0.0023	0.0138	-0.0987
Si	0.0184	0.0317	-0.0852
Si	-0.0246	-0.0194	0.2175
Si	-0.0033	0.0242	0.1763
Si	-0.0275	0.0039	0.1603
Si	0.0358	-0.0088	-0.0002
Si	0.0374	-0.0325	-0.2267
Si	0.0213	0.0033	-0.204
Si	-0.0559	0.04	-0.163
Si	-0.0385	-0.0256	0.238
Si	0.015	-0.0069	0.2468
Si	0.0342	-0.0059	0.1129
Si	-0.0301	0.0179	-0.2316
Si	-0.0215	0.0284	0.1839
Si	-0.022	0.0032	0.0615
Si	0.035	0.0437	-0.2242
Si	-0.0071	0.0046	0.1541
Si	0.0097	-0.0392	0.1474
Si	0.0019	0.0384	-0.1042
Si	0.0232	0.0369	0.2375
Si	-0.0314	-0.0261	0.1272
Si	0.0546	0.04	-0.1572
Si	0.0282	-0.0031	-0.062
Si	-0.0251	-0.0139	-0.1174
Si	0.0156	-0.0182	0.1322
Si	0.0008	-0.0098	0.313
Si	-0.0346	-0.0015	0.2505
Si	0.0294	-0.0078	-0.1952
Si	0.0423	-0.0318	0.1697
Si	0.037	0.0206	0.2314
Si	0.0027	0.0244	-0.1536
Si	0.0086	-0.0104	0.0214
Si	0.0016	-0.0126	0.0187
Si	-0.0107	0.0012	0.0138
Si	-0.0097	0.0172	0.0171
Si	-0.0086	0.0136	0.0238
Si	-0.0099	0.0072	0.0178
Si	0.0062	-0.0034	0.019
Si	0.0131	-0.0061	0.0207
Si	0.0087	-0.0049	0.0157
Si	0.0038	-0.0142	0.0083
Si	-0.0144	0.0015	0.0048
Si	-0.0138	0.0044	0.0205
Si	0.0014	0.007	0.0164
Si	0.0016	0.0109	0.0093
Si	0.0054	-0.0064	0.0132
Si	0.0048	-0.002	0.0129
Si	0.0053	-0.0102	-0.0125
Si	0.0064	-0.0027	-0.0068
Si	0.0074	0.0071	-0.0132
Si	-0.0125	0.0005	-0.0142
Si	-0.0107	0.0013	-0.0129
Si	-0.0025	-0.003	-0.0158
Si	0.0091	-0.0083	-0.0167
Si	0.012	-0.0038	-0.0031
Si	0.0121	0.0011	-0.0227
Si	0.0093	-0.013	-0.012
Si	0.003	-0.002	-0.0142
Si	-0.0052	-0.0046	-0.0115
Si	0.0011	0.0031	-0.0142
Si	0.0033	0.0117	-0.027
Si	-0.0038	-0.0069	-0.0113
Si	0.0011	0.0007	-0.0196
O	-0.0341	0.0214	0.1752
O	-0.0083	0.0031	0.0593
O	-0.0104	-0.0028	-0.0279
O	-0.0239	0.0038	-0.0507
O	-0.0026	-0.0014	-0.0926
O	0.0046	-0.0032	0.0863
O	-0.002	-0.0031	-0.0626
O	0.012	-0.0156	0.1099
O	0.0487	-0.0304	0.1572
O	-0.0003	-0.0129	-0.0678
O	-0.0313	-0.0471	-0.1935
O	0.0482	-0.0165	0.1344
O	0.0294	-0.0003	-0.0747
O	-0.0699	0.0312	0.134
O	0.0437	-0.0342	-0.1268
O	0.0138	0.0215	0.1042
O	0.0212	-0.0524	-0.1395
O	-0.0244	0.0089	0.0177
O	0.0041	0.0006	-0.067
O	-0.0434	0.0446	0.1534
O	0.028	-0.0437	-0.1257
O	0.0275	-0.0087	0.0573
O	-0.0287	0.0501	-0.1295
O	-0.0757	0.0341	-0.1397
O	-0.0094	0.021	0.0997
O	-0.0253	0.074	0.1349
O	-0.0201	0.0637	0.1566
O	0.0376	-0.0262	-0.1605
O	-0.0443	-0.0058	-0.0621
O	-0.0092	-0.0372	0.1503
O	0.0374	0.0364	-0.0739
O	-0.0003	-0.0153	-0.0237
O	0.0558	-0.0323	-0.1421
O	0.0164	-0.0548	0.1421
O	-0.0594	0.0225	-0.0817
O	0.0042	0.0212	-0.0594
O	-0.0621	-0.0276	0.1399
O	-0.0229	-0.0425	0.0394
O	0.0337	-0.0095	0.1687
O	0.0025	-0.0102	0.061
O	0.0075	0.0411	0.1778
O	-0.0026	0.0098	0.0797
O	0.0219	0.0197	-0.0851
O	0.0023	-0.0156	-0.0415
O	0.019	0.0171	0.0632
O	0.0288	0.007	0.0647
O	-0.0301	0.048	-0.1238
O	-0.0069	-0.0099	-0.0643
O	-0.0208	-0.0663	-0.1066
O	0.0061	-0.0091	0.1062
O	0.0142	-0.0069	0.0495
O	-0.0017	0.0198	0.0304
O	-0.0102	-0.0133	0.0539
O	0.003	-0.0054	-0.0631
O	0.0089	-0.0064	0.0865
O	0.0599	-0.032	0.1223
O	0.0373	-0.0815	0.1484
O	0.0412	0.0406	0.0892
O	0.0494	-0.0153	0.047
O	-0.0102	0.0326	-0.1076
O	0.0114	0.0006	-0.0877
O	-0.0112	0.0068	0.0536
O	0.0264	-0.0093	-0.036
O	-0.0603	0.0085	0.0981
O	-0.0078	-0.0186	-0.0004
O	-0.0461	-0.0128	-0.0828
O	0.0623	-0.0148	0.1306
O	-0.0461	-0.01	0.0837
O	-0.0321	0.0375	0.1348
O	-0.0264	-0.0165	0.1163
O	-0.0563	0.0352	0.0558
O	-0.0457	0.0286	-0.1314
O	0.0742	-0.0303	-0.0819
O	-0.0217	-0.0111	0.0463
O	0.0213	-0.0391	0.1544
O	0.0064	0.0181	-0.052
O	-0.0008	0.0014	-0.0952
O	0.0476	0.0495	-0.2074
O	-0.0336	0.0054	0.0697
O	0.0158	-0.0168	-0.1195
O	-0.0128	-0.0162	0.0755
O	0.0629	-0.0509	-0.1194
O	0.0113	0.0154	0.0526
O	0.0063	0.0129	0.0281
O	0.0105	0.0289	-0.0652
O	-0.0341	-0.0573	0.0443
O	-0.0489	-0.0366	-0.083
O	-0.0184	-0.0602	0.1411
O	-0.0012	-0.0055	0.0525
O	-0.0063	0	-0.0514
O	0.0205	0.0011	0.0071
O	0.0488	0.0272	-0.1759
O	-0.0023	0.0043	-0.0676
O	0.0183	-0.0251	-0.1041
O	0.0548	-0.0079	0.1388
O	0.0012	0.0055	-0.0481
O	0.0287	0.0277	-0.1005
O	0.0007	-0.0036	0.0637
O	-0.0693	0.0487	0.1353
O	-0.0176	0.0174	-0.0723
O	0.0145	0.0357	-0.108
O	0.0015	0.08	-0.0908
O	0.0014	-0.0205	0.1085
O	-0.0015	-0.0486	-0.069
O	-0.0583	0.0352	-0.1423
O	-0.0397	0.0406	-0.1064
O	0.0043	-0.0181	0.034
O	0.0027	0.0198	-0.052
O	0.0191	0.0023	0.078
O	-0.0452	-0.0293	-0.172
O	-0.0005	0.0323	0.0656
O	-0.0205	0.0219	-0.0406

The program warned: the cutoff lies below the one the program advises for these potential files; the forces do not sum to zero within the program's tolerance; empty levels may hold ghost states of the PAW files; the exchange-correlation potential is rough where the density is thin.
